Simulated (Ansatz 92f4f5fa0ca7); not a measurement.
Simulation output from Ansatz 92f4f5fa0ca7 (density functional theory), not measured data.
Periodic cell of 237 atoms, Si146O90B1, from a study of silicon, its oxide and their interface. The atomic structure is a simulated model.
Doubt: the cutoff is far below the 930 eV that the study's wrapper takes by default for these files, so forces and energies are approximate.
This geometry differs little from another in the collection (a relaxation step or a small displacement).

Settings: functional PBE; potential files Ansatz PAW; basis plane waves; wave-function cutoff 580 eV; density cutoff ratio 5; exchange-correlation grid ratio 1; k mesh 1 x 1 x 1, Gamma-centred; self-consistency stop 5e-08 eV per atom in the density residual; occupations fixed; spin none; net charge -1 e, with a uniform compensating background and no finite-size correction.

Cell vectors (angstrom)
a, 11.6015, 0, 0
b, 0, 10.938, 0
c, 0, 0, 32.0622

Atoms and the computed forces on them: element, x, y, z (angstrom), force x, y, z (eV/angstrom)
Si, -0.1978, -0.0748, 23.3148, -0.0024, -0.027, -0.0082
Si, 3.6719, 0.2102, 23.1475, -0.0053, -0.0177, -0.029
Si, 7.5399, -0.1327, 23.4857, 0.0124, -0.021, -0.0193
Si, 1.6815, 1.374, 23.4518, -0.0199, 0.0275, -0.0055
Si, 5.73, 1.4163, 23.2632, 0.003, 0.0249, -0.0165
Si, 9.4377, 1.2189, 23.3942, 0.0004, 0.0305, -0.0223
Si, 0.1564, 5.3341, 23.4958, 0.0154, -0.0209, -0.0088
Si, 4.1166, 5.2968, 23.4296, 0.0142, -0.0025, -0.0403
Si, 8.0263, 5.6077, 23.5818, -0.0234, -0.0219, -0.0227
Si, 2.1653, 6.5983, 23.4136, -0.031, 0.0177, -0.0163
Si, 5.9604, 6.7716, 23.5079, 0.0061, 0.0193, -0.0064
Si, 9.9899, 6.8784, 23.643, 0.0236, 0.0234, -0.0091
Si, 1.9082, 2.6674, 25.4123, -0.0186, -0.0008, 0.004
Si, 5.8332, 2.6382, 25.3544, -0.0198, 0.0249, -0.0009
Si, 9.6204, 2.6873, 25.2842, 0.0113, 0.0028, 0.0066
Si, 11.5946, 4.0007, 25.4037, -0.003, 0.0056, -0.0013
Si, 3.902, 3.9717, 25.3498, 0.0173, -0.0209, 0.0338
Si, 7.7299, 4.0944, 25.3756, 0.0134, -0.0123, 0.0141
Si, 1.9935, 8.1579, 25.2397, 0.0048, 0.0025, 0.0013
Si, 5.7735, 8.1723, 25.3928, 0.0008, -0.0041, 0.0002
Si, 9.6838, 8.2673, 25.4864, 0.0034, -0.0097, -0.0034
Si, 11.6327, 9.543, 25.3023, 0.003, -0.0064, -0.0036
Si, 3.8813, 9.6186, 25.1255, -0.0038, 0.0097, 0.019
Si, 7.6677, 9.5517, 25.463, -0.0016, 0.0016, 0.0083
Si, 11.6435, -0.0068, 27.2258, -0.001, -0.0266, 0.0061
Si, 3.9484, 0.0165, 27.1687, 0.0169, -0.0247, 0.0032
Si, 7.7102, 0.0394, 27.3365, 0.0032, -0.0208, 0.0033
Si, 1.9827, 1.3066, 27.311, 0.0172, 0.0278, -0.004
Si, 5.8303, 1.488, 27.4469, -0.0358, 0.0428, 0.0557
Si, 9.6848, 1.3243, 27.2294, -0.0052, 0.0297, 0.0028
Si, 11.5874, 5.4721, 27.2536, -0.0065, -0.0304, -0.0193
Si, 3.8666, 5.3694, 27.2812, 0.0247, -0.0219, -0.0038
Si, 7.6916, 5.411, 27.334, -0.0282, -0.0208, -0.0086
Si, 1.9569, 6.7873, 27.2042, 0.0024, 0.0278, -0.0019
Si, 5.7596, 6.78, 27.2879, -0.0104, 0.0051, 0.0133
Si, 9.6294, 6.7853, 27.3279, 0.0129, 0.0205, -0.0056
Si, 1.9972, 2.7391, 29.1919, 0.0019, -0.0436, -0.0078
B, 5.7982, 2.7483, 29.14, 0.001, -0.1965, -0.0291
Si, 9.623, 2.7407, 29.145, 0.006, -0.04, -0.0176
Si, 0.0106, 4.0817, 29.1631, -0.0095, 0.028, 0.0046
Si, 4.0773, 3.9141, 29.171, -0.0611, 0.1012, 0.0083
Si, 7.5225, 3.9134, 29.1806, 0.0589, 0.0962, 0.0217
Si, 1.9458, 8.1863, 29.1215, -0.0017, -0.0094, -0.0006
Si, 5.7963, 8.1861, 29.1887, -0.0159, -0.0086, 0.0235
Si, 9.6663, 8.189, 29.2207, -0.0107, -0.0018, 0.0134
Si, 0.0051, 9.5431, 29.1532, 0.0014, 0.0145, -0.0122
Si, 3.8723, 9.5662, 29.1126, 0.0292, 0.0099, -0.0219
Si, 7.7363, 9.5534, 29.2135, -0.0046, 0.0074, 0.0055
Si, -0.0005, -0.0001, 31.0822, 0.0012, -0.0073, -0.0034
Si, 3.9056, 0.0645, 31.0244, -0.003, 0.0021, -0.0135
Si, 7.681, 0.0681, 31.0784, 0.0015, -0.0057, -0.0195
Si, 1.9313, 1.3623, 31.1028, 0.0113, 0.0118, 0.0007
Si, 5.7947, 1.5299, 30.833, 0.0048, 0.0232, 0.0085
Si, 9.6626, 1.3566, 31.0713, -0.0138, 0.0107, 0.0098
Si, 0.0085, 5.4665, 31.0805, 0.0019, -0.005, 0.0147
Si, 3.8914, 5.4183, 31.0401, 0.0231, -0.0077, -0.0045
Si, 7.717, 5.408, 31.0611, -0.0222, -0.0068, 0.0049
Si, 1.9605, 6.8066, 31.0445, 0.0002, -0.004, -0.0043
Si, 5.8036, 6.8117, 31.1107, 0.0004, -0.007, -0.0159
Si, 9.6533, 6.7918, 31.119, 0.0026, -0.0037, -0.0089
Si, 1.9361, 2.7522, 0.9688, 0.0022, -0.0025, 0.0147
Si, 5.796, 2.7352, 0.8406, -0.0091, 0.0123, -0.0201
Si, 9.6604, 2.7365, 0.948, 0.0049, -0.0014, 0.0083
Si, -0.0113, 4.1036, 0.9476, -0.0093, 0.0041, -0.0165
Si, 3.8748, 4.1166, 0.9554, 0.0073, -0.0041, -0.0114
Si, 7.7281, 4.1087, 0.9735, 0.0006, 0.0015, -0.0086
Si, 1.9525, 8.2164, 0.9028, -0.0058, -0.0034, -0.0086
Si, 5.7965, 8.2327, 0.9446, 0.0043, -0.0054, -0.0089
Si, 9.6459, 8.2214, 0.964, -0.0007, 0.0006, 0.0077
Si, -0.0018, 9.5698, 0.952, -0.0027, 0.006, 0.0162
Si, 3.8752, 9.618, 0.9111, 0.0088, 0.0055, 0.0109
Si, 7.7211, 9.6086, 0.9407, -0.0062, -0.0003, 0.0031
Si, 11.6087, 0.0255, 2.8947, -0.001, 0.002, -0.0047
Si, 3.8594, 0.025, 2.884, -0.0098, 0.0076, -0.0026
Si, 7.7357, 0.0251, 2.8779, 0.0059, 0.0105, 0.0038
Si, 1.9332, 1.4, 2.9075, -0.0012, -0.003, -0.0033
Si, 5.8103, 1.3745, 2.7721, 0.0027, -0.0173, -0.0057
Si, 9.6604, 1.3844, 2.8988, 0.0018, -0.0022, -0.0029
Si, 11.5655, 5.5178, 2.8428, -0.0024, -0.0062, 0.0065
Si, 3.877, 5.5019, 2.8877, 0.0113, -0.0005, 0.0022
Si, 7.7349, 5.5166, 2.8966, -0.0067, -0.0034, -0.0021
Si, 1.9198, 6.8355, 2.829, -0.0005, 0.0031, 0.0054
Si, 5.8087, 6.87, 2.8687, -0.0027, 0.0008, 0.0073
Si, 9.6518, 6.9101, 2.9406, 0.0016, 0.0066, 0.0006
Si, 1.9107, 2.8364, 4.8046, -0.0022, 0.0096, -0.0101
Si, 5.8341, 2.7241, 4.697, -0.0037, 0.0199, 0.0088
Si, 9.5992, 2.7993, 4.8139, -0.0007, 0.0064, -0.0139
Si, 11.5398, 4.146, 4.7592, 0.0032, -0.005, -0.0058
Si, 3.9189, 4.1039, 4.8023, -0.0085, -0.0113, -0.0123
Si, 7.7138, 4.2075, 4.8607, 0.0057, -0.0106, -0.0024
Si, 1.8893, 8.1513, 4.7787, 0.0024, 0.0151, -0.0024
Si, 5.8078, 8.2622, 4.7743, -0.0014, 0.0138, -0.0081
Si, 9.6586, 8.323, 4.8891, 0.0025, 0.0115, -0.008
Si, 11.6318, 9.6557, 4.8681, -0.0042, -0.0072, -0.0025
Si, 3.8188, 9.4938, 4.765, 0.0055, -0.0152, -0.0035
Si, 7.7209, 9.6836, 4.8685, -0.0026, -0.0165, -0.0046
Si, 11.5946, 0.2337, 6.7562, 0.0012, -0.0221, 0.0123
Si, 3.7542, -0.0465, 6.6299, -0.0099, -0.0135, 0.0205
Si, 7.708, 0.061, 6.8874, -0.0023, -0.0201, 0.0241
Si, 2.046, 1.5087, 6.7389, 0.0049, 0.0132, 0.0116
Si, 5.7108, 1.2832, 6.5847, 0.0004, 0.0192, 0.0031
Si, 9.6442, 1.5248, 6.8125, -0.0011, 0.0223, 0.0166
Si, 11.5241, 5.5029, 6.6812, -0.0023, -0.0224, 0.0079
Si, 3.9798, 5.4315, 6.7721, 0.009, -0.0052, 0.0236
Si, 7.7328, 5.6679, 6.8078, -0.01, -0.0188, 0.0205
Si, 1.9743, 6.6459, 6.6287, -0.0102, 0.0204, 0.0135
Si, 5.8087, 6.9781, 6.7305, 0.0016, 0.0173, 0.0176
Si, 9.7482, 7.04, 6.8898, 0.0097, 0.0206, 0.0139
O, 9.9867, 7.9786, 8.2832, -0.0137, -0.0318, -0.0066
O, 7.6486, 9.944, 8.2108, 0.0132, 0.0276, -0.0105
O, 7.399, 4.7341, 8.1563, -0.002, 0.0208, -0.0197
O, 3.3876, 10.3522, 8.1907, 0.0013, 0.0139, -0.0195
O, 2.026, 7.5589, 8.0093, 0.0037, -0.0216, -0.0197
O, 4.0027, 4.588, 8.2369, -0.0033, 0.0252, -0.007
O, 9.78, 2.4531, 8.2086, -0.009, -0.0313, -0.0088
O, 2.6184, 2.3376, 8.1082, -0.0126, -0.0115, 0.0042
O, 11.3908, 4.5771, 8.0593, 0.0093, 0.0222, -0.004
O, 5.3639, 2.3778, 7.7871, 0.0161, -0.0184, -0.0067
O, 5.8136, 7.9791, 8.0796, -0.0102, -0.0338, -0.0115
O, 11.3221, 10.3131, 8.1431, 0.0115, 0.0282, -0.0057
O, 11.2827, 10.08, 21.8246, 0.0034, 0.0295, 0.002
O, 3.2469, 10.7206, 21.557, -0.0053, 0.0226, 0.0225
O, 5.7649, 7.7723, 22.1808, -0.0111, -0.0335, 0.0105
O, 4.202, 4.4661, 21.9592, -0.0142, 0.0202, 0.0142
O, 7.6698, 9.6879, 22.2196, 0.0002, 0.0221, 0.0028
O, 10.2957, 7.6781, 22.2136, -0.0138, -0.025, 0.0126
O, 1.5897, 2.3956, 22.1383, 0.0177, -0.0287, 0.0036
O, 5.9394, 2.4654, 21.9522, 0.0002, -0.0357, 0.009
O, 8.4496, 4.7008, 22.2424, -0.0026, 0.0223, 0.0206
O, -0.057, 4.4823, 22.0547, -0.0013, 0.0256, 0.0022
O, 2.3458, 7.3792, 21.9589, 0.0075, -0.0194, 0.0231
O, 9.1346, 1.8637, 21.8836, -0.0031, -0.0206, 0.013
Si, 1.9049, 7.7861, 9.5895, -0.0039, -0.0083, -0.012
Si, 5.0387, 0.5771, 17.7101, 0.0055, 0.005, 0.0333
Si, 2.5007, 5.4233, 14.0127, 0.005, 0.0004, -0.0137
Si, 10.571, 3.8631, 14.0578, -0.0041, -0.0061, -0.0034
Si, 8.2816, 2.3873, 15.2651, 0.0034, 0.0048, 0.0011
Si, 9.543, 2.248, 20.3649, 0.0036, -0.0004, 0.0221
Si, 10.5075, 3.6538, 9.0578, 0.0043, 0.0042, -0.0006
Si, 0.0277, 2.3202, 11.5583, 0.0021, -0.0035, -0.0258
Si, 11.0264, 8.1323, 15.395, 0.0079, -0.0019, 0.0049
Si, 5.1724, 6.9353, 13.9899, -0.0044, 0.0013, -0.0074
Si, 5.7573, 2.6136, 11.1039, 0.0065, -0.0088, -0.0235
Si, 8.5861, 7.6622, 19.4197, 0.0012, 0.0021, 0.0351
Si, 8.1122, 4.8467, 20.664, 0.0043, -0.0033, 0.009
Si, 5.9267, 9.5907, 15.2175, -0.0013, -0.0026, -0.0011
Si, 2.1097, 7.6385, 20.3792, 0.0039, -0.0098, 0.0203
Si, 1.9379, 4.8943, 18.816, -0.0061, -0.0026, 0.0304
Si, 4.5112, 3.4421, 18.0483, 0.001, -0.0025, 0.0235
Si, 8.5112, 8.922, 16.8401, 0.0035, 0.0049, 0.0253
Si, 0.8257, 9.4833, 13.2912, -0.0017, -0.0042, -0.0181
Si, 9.9078, 10.6518, 11.7082, 0.0005, 0.0065, -0.0268
Si, 5.3486, 3.7146, 21.0631, 0.0027, 0.0044, -0.0105
Si, 0.6092, 5.52, 16.2657, -0.0005, 0.0015, 0.0112
Si, 10.7765, 9.1506, 9.1255, 0.0075, 0.0064, 0.0016
Si, 6.5643, 8.893, 21.317, -0.0007, 0.0076, -0.0016
Si, 7.1216, 7.1062, 11.4757, -0.0041, 0.0014, -0.0197
Si, 2.6714, 0.7374, 12.2014, -0.0042, 0.0057, -0.0201
Si, 10.8852, 8.6775, 21.0789, -0.0024, -0.0087, 0.0049
Si, 6.0325, 4.3195, 15.6391, 0.0008, -0.0024, 0.0057
Si, 7.0899, 0.4913, 12.975, 0.0021, -0.0009, -0.017
Si, 4.065, 2.9797, 8.5683, 0.0021, -0.014, -0.0027
Si, 0.8832, 6.7417, 11.8876, -0.0061, 0.0042, -0.0239
Si, 6.5688, 9.0466, 9.0634, -0.0027, -0.0007, -0.0002
Si, 0.6625, 3.3038, 21.172, -0.0091, -0.0004, 0.0096
Si, 9.8042, 6.5071, 12.8901, 0.0063, -0.0002, -0.021
Si, 7.7174, 4.5367, 9.7357, 0.0011, 0.0025, -0.0119
Si, 3.9851, 10.0747, 20.2448, 0.0127, -0.0056, 0.0073
Si, 4.2675, 3.0352, 13.5203, -0.0043, 0.0015, -0.0128
Si, 3.8523, 10.0136, 9.7197, 0.0021, -0.0013, -0.0142
Si, 8.0639, 0.782, 18.0468, -0.0052, -0.0034, 0.0381
O, 11.5035, 3.2241, 12.8986, 0.0044, -0.003, 0.0022
O, 9.3421, 4.4789, 9.8709, 0.0043, -0.0046, 0.0128
O, 8.7738, 3.5956, 19.8828, -0.007, 0.0057, -0.0141
O, 4.0357, -0.0588, 18.8276, -0.0057, -0.009, -0.0115
O, 11.3511, 4.5332, 15.3118, 0.0018, 0.0011, -0.006
O, 9.8524, 9.8002, 10.3112, 0.0055, -0.0119, -0.0003
O, 3.7625, 1.5341, 13.1259, -0.0011, -0.0052, 0.0083
O, 0.6469, 9.0677, 14.8595, -0.0024, 0.0022, -0.0032
O, 6.4811, 0.9674, 18.3955, 0.0024, -0.0011, -0.0226
O, 4.7862, 3.1637, 19.6348, 0.012, 0.006, 0.0102
O, 6.2535, 1.1806, 11.7441, -0.0055, 0.0079, 0.0156
O, 0.528, 8.6208, 9.8613, -0.0109, 0.0023, 0.012
O, 5.6499, 4.3111, 17.2343, -0.0035, -0.0004, -0.0119
O, 8.4496, 7.1973, 12.3873, -0.0059, 0.0005, 0.0118
O, 4.422, 2.6289, 10.134, -0.0123, 0.0066, -0.0055
O, 2.0915, 5.6452, 15.5732, -0.0004, -0.0016, -0.0031
O, 3.3693, 0.0693, 10.9009, 0.0087, -0.0097, 0.0056
O, 5.8989, 7.2185, 12.5503, 0.0088, 0.0005, 0.007
O, 2.3064, 6.3554, 19.4087, 0.0008, 0.0175, -0.0134
O, 0.6768, 4.9429, 17.7808, 0.0068, -0.0016, -0.012
O, 8.4134, 10.6876, 12.3632, 0.006, -0.0028, 0.0139
O, 5.4724, 10.061, 9.7083, 0.0049, -0.0057, 0.0131
O, 0.5866, 8.1766, 20.2366, -0.006, 0.0016, -0.0131
O, 9.7769, 2.6122, 14.7066, -0.0003, 0.002, 0.0016
O, 1.9961, 10.5946, 13.2098, 0.0054, 0.0035, 0.009
O, 9.9492, 9.0935, 16.115, -0.0032, 0.0009, -0.0064
O, 6.1583, 10.3617, 13.7913, 0.0021, 0.0038, 0.0059
O, 7.4812, 1.6035, 14.0936, -0.0021, -0.0045, 0.0005
O, 1.6505, 3.9129, 20.0542, -0.0102, -0.0075, -0.0051
O, 5.8968, 5.7858, 14.9212, 0.0025, 0.0015, -0.0011
O, 7.3439, 8.9452, 15.7157, 0.0012, -0.0009, -0.0058
O, 1.5061, 1.6763, 11.5947, -0.0003, 0.0024, 0.0199
O, 7.203, 8.2842, 10.3556, -0.0048, 0.0153, -0.0001
O, 4.3335, 1.9917, 17.3044, 0.003, -0.0009, -0.0141
O, 7.0452, 3.16, 10.2784, 0.0076, 0.0085, 0.0168
O, 11.5634, 7.0053, 16.4273, 0.0013, 0.0016, -0.008
O, 8.3021, 10.1432, 17.8561, 0.0005, 0.0062, -0.0255
O, 3.2506, 8.5447, 10.0923, 0.0013, 0.0068, 0.0188
O, 7.5825, 3.8382, 15.5167, 0.0007, 0.0012, -0.004
O, 3.1599, 4.3143, 17.9313, -0.0023, 0.0024, -0.0138
O, 2.9122, 3.8963, 13.6848, -0.001, -0.0006, 0.01
O, 1.3333, 8.2041, 12.4391, 0.0022, -0.0066, 0.0142
O, 1.2167, 5.681, 13.0609, -0.0026, 0.0052, 0.0111
O, 4.9879, 8.3051, 14.8635, 0.0049, 0.0005, 0.0004
O, 11.161, 2.4255, 20.3448, -0.0007, 0.0056, -0.0134
O, 10.9761, 9.9895, 12.7444, -0.0071, 0.0018, 0.0092
O, 5.2934, 3.5708, 12.3553, 0.0054, -0.0014, 0.0055
O, 5.0851, 3.1916, 14.9159, 0.0008, 0.0009, -0.0017
O, 6.4801, 4.8168, 20.6007, 0.0003, -0.0033, -0.0118
O, 8.39, 1.5614, 16.6559, -0.0002, -0.0066, -0.0046
O, 10.407, 1.2428, 11.4506, -0.0008, 0.0004, 0.0212
O, 10.8777, 6.6044, 11.6585, 0.0031, 0.001, 0.017
O, 3.2352, 8.6891, 19.8682, -0.0049, 0.0026, -0.0182
O, 1.7178, 6.4402, 10.513, 0.003, 0.0066, 0.0099
O, 7.1723, 8.1875, 19.9999, -0.0082, 0.0061, -0.0066
O, 8.4997, 7.585, 17.7826, 0.0009, -0.0056, -0.0054
O, 3.6814, 6.4401, 13.6016, -0.0002, -0.0003, 0.0094
O, 9.5725, 4.9622, 13.3627, -0.0006, 0.0041, 0.0099
O, 5.5249, 9.9821, 20.7405, 0.0087, -0.0104, -0.0079
O, 10.3289, 7.3731, 14.147, -0.0029, 0, 0.0012
O, 8.788, 6.1543, 19.9827, -0.0064, -0.0112, -0.0168
O, 7.0711, 5.706, 10.6569, 0.0046, -0.0128, 0.0109
O, 5.2643, 10.5429, 16.3898, -0.003, 0.0047, -0.0072
O, 9.0622, 1.1561, 19.2648, 0.008, 0.0074, -0.0184
O, 11.5701, 3.1709, 10.181, -0.0111, 0.009, 0.0027
O, 9.744, 8.7054, 19.9099, 0.0084, 0.0035, -0.0114

Results
free energy: -144146.847 eV
free energy less fixed offsets of B -154.04, O -568.88, Si -635.61 eV per atom: 5.453 eV

The program warned: the cutoff lies below the one the program advises for these potential files; the exchange-correlation potential is rough where the density is thin.
